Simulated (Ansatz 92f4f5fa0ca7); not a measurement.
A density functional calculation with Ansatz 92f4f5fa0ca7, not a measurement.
Periodic cell of 181 atoms, Si99O82, from a study of silicon, its oxide and their interface. The atomic structure is a simulated model.

Settings
functional: r2SCAN
potential files: Ansatz norm-conserving
basis: plane waves
wave-function cutoff: 1300 eV
density cutoff ratio: 4
exchange-correlation grid ratio: 1
k mesh: 2 x 2 x 1, shifted by 0.5 0.5 0.5 of a step
self-consistency stop: 5e-08 eV per atom in the density residual
occupations: Fermi-Dirac, 0.05 eV
spin: none
net charge: 0

Cell vectors (angstrom)
a, 11.5403, 0, 0
b, 0, 11.5403, 0
c, 4.0375, 0.6937, 24.3161

Atoms and the computed forces on them: element, x, y, z (angstrom), force x, y, z (eV/angstrom)
Si, -1.2055, 4.0979, -0.2605, -0.054, -0.4562, -0.5387
Si, -1.3133, 6.5234, 0.1463, 0.1696, 0.3329, -0.4727
Si, -0.8077, 13.1335, -1.7595, 0.2001, 0.0791, -0.1515
Si, 0.838, 3.5155, 0.7777, 0.3304, 0.2637, 0.359
Si, 2.7603, 5.7407, 0.0234, -0.2921, -0.1992, -0.363
Si, 1.874, 11.7545, -1.6583, 0.0982, -0.2898, -0.1947
Si, 5.0538, 1.6575, 1.6986, 0.0846, 0.2762, 0.092
Si, 6.5556, 6.1222, 0.0655, -0.2038, 0.2108, -0.4586
Si, 7.3778, 11.4614, -0.3392, -0.2841, 0.0547, 0.0239
Si, 4.494, 0.2978, -0.1864, -0.578, -0.028, -0.3348
Si, 0.4037, 6.6106, 1.7469, 0.4542, 0.1303, -0.0297
Si, 0.3238, 12.0883, 0.6261, 0.2743, -0.2439, 0.0462
Si, 7.446, 1.634, 1.2505, 0.3356, -0.0487, 0.5579
Si, 4.6141, 5.8087, 1.4257, 0.1823, 0.0288, 0.0143
Si, 5.0045, 9.7635, 1.7942, -0.5204, -0.1898, -0.5175
Si, 8.2677, 3.7692, 0.8321, -0.3424, 0.4552, -0.0648
Si, 8.218, 7.5242, 1.0881, -0.339, -0.1221, -0.0812
Si, 7.384, 9.7807, 1.3981, 0.2203, 0.0092, -0.287
Si, 0.6338, 4.4395, 2.8839, -0.0343, -0.0729, -0.1749
Si, 0.514, 8.3151, 3.3353, 0.2176, -0.1748, -0.0569
Si, 0.4516, 10.7163, 3.411, -0.3189, 0.2863, -0.3521
Si, 4.5299, 3.7977, 2.7053, 0.23, -0.3093, 0.016
Si, 4.4369, 7.7197, 2.856, -0.0113, -0.0551, 0.2099
Si, 4.5878, 11.4877, 3.2789, 0.1073, 0.2075, 0.4989
Si, 8.323, 4.5036, 3.1391, -0.2797, -0.0459, 0.278
Si, 8.2781, 6.9333, 3.3469, 0.0695, -0.015, 0.0392
Si, 8.2022, 11.1905, 3.2659, 0.2351, 0.5557, -0.3208
Si, -1.2106, 3.7699, 4.2015, 0.2451, 0.143, -0.2009
Si, -1.3348, 7.6792, 4.6055, -0.4063, -0.0372, -0.0924
Si, -1.4736, 11.1656, 4.7415, 0.0419, -0.0818, 0.28
Si, 2.5924, 3.895, 4.0856, -0.0229, 0.0202, 0.0274
Si, 2.5621, 7.7634, 4.3616, 0.1056, 0.0095, -0.1217
Si, 2.4824, 11.5389, 4.4025, -0.0416, -0.072, -0.0533
Si, 6.2802, 3.804, 4.2995, -0.0403, -0.003, -0.3354
Si, 6.2528, 7.5733, 4.4376, 0.0083, 0.0373, -0.1034
Si, 6.4023, 11.4065, 4.7741, 0.0369, 0.1024, 0.2
Si, -1.3249, 1.8207, 5.6935, 0.0285, 0.2453, -0.2057
Si, -1.1368, 5.6374, 5.6289, 0.2845, -0.1144, 0.3235
Si, -1.4757, 9.3625, 6.2923, 0.3051, -0.0092, 0.0522
Si, 2.5044, 2.0651, 5.6312, 0.0128, 0.0891, -0.0156
Si, 2.6143, 5.7156, 5.5472, 0.0767, 0.1306, 0.2695
Si, 2.5317, 9.6317, 5.7938, -0.2392, -0.1986, 0.2289
Si, 6.3586, 1.969, 5.8795, -0.1314, 0.1098, -0.2186
Si, 6.1891, 5.6351, 5.7421, 0.1275, -0.3824, -0.0537
Si, 6.3427, 9.3838, 6.0312, 0.1294, -0.2284, -0.2379
Si, 0.6075, 1.9533, 7.0452, 0.1635, -0.0645, 0.0609
Si, 0.7761, 5.8217, 7.0181, -0.0823, -0.2093, -0.1561
Si, 0.6961, 9.5103, 7.4304, 0.1046, 0.1138, -0.0102
Si, 4.3744, 2.0389, 7.2217, -0.0153, 0.109, -0.067
Si, 4.3047, 5.658, 7.1836, 0.1012, 0.1486, -0.257
Si, 4.3455, 9.5769, 7.2329, -0.1966, 0.1401, 0.3462
Si, 8.3441, 2.6548, 6.9325, 0.0369, -0.2068, 0.3038
Si, 8.3699, 4.9779, 6.5613, -0.882, 1.0029, -0.6369
Si, 8.1201, 8.8305, 7.5418, 0.0315, -0.0929, -0.1697
Si, 0.3911, 3.9602, 8.3256, -0.2463, 0.3223, 0.02
Si, 1.0068, 6.5242, 10.9678, 0.1411, -0.1566, 0.3424
Si, 1.4088, 11.629, 8.4157, -0.2802, -0.0543, -0.1584
Si, 4.3021, 3.9148, 8.8038, -0.1825, -0.0316, -0.0572
Si, 3.712, 7.6078, 8.3566, 0.4849, -0.1858, 0.284
Si, 3.8095, 11.5869, 8.4067, 0.4139, -0.0868, 0.433
Si, 9.8454, 4.9436, 9.2879, 0.892, 0.2437, 0.0366
Si, 8.27, 6.4882, 8.2693, -0.1647, -0.7796, 0.2605
Si, 8.1355, 9.9873, 9.5674, -0.018, -0.1237, -0.2631
Si, 2.0898, 3.8121, 9.9187, 0.0949, -0.198, 0.6505
Si, 1.3319, 7.5086, 8.6361, -0.2354, -0.016, -0.0287
Si, 0.8572, 12.6054, 10.484, 0.4994, 0.1327, 0.0774
Si, 6.5068, 4.5401, 9.7878, -0.3546, 0.4804, 0.0441
Si, 4.9381, 7.8602, 11.2681, -0.0416, -0.0546, -0.0617
Si, 5.3533, 10.8266, 11.0123, -0.0399, 0.2408, 0.0428
Si, 8.275, 3.1762, 9.2243, -0.0592, -0.3473, 0.1225
Si, 10.172, 6.0544, 11.3132, 0.2254, -0.7903, 0.1959
Si, 9.4798, 12.4345, 10.5184, -0.1525, -0.0967, 0.3694
Si, 2.4059, 8.8337, 22.0586, 0.2257, -0.1569, 0.0117
Si, 1.9312, 4.7059, 14.9225, 0.0699, 0.074, -0.1584
Si, 7.6809, 6.3736, 18.6754, 0.1013, 0.0718, -0.0012
Si, 5.3279, 7.4754, 17.3314, -0.2138, 0.3364, 0.0436
Si, 3.1752, 3.5671, 17.1292, 0.1404, -0.1016, 0.1408
Si, 11.8696, 4.3263, 17.3259, -0.1266, 0.0604, 0.094
Si, 12.7727, 0.1678, 22.1191, 0.455, 0.0567, -0.1715
Si, 2.8213, 7.2298, 13.184, -0.0702, 0.1737, 0.0787
Si, 7.0854, 7.6096, 13.1022, -0.1654, 0.0999, 0.3764
Si, 11.0258, 7.9748, 21.5864, -0.148, -0.0268, 0.0556
Si, 5.8137, 4.5952, 17.1799, -0.0048, -0.0673, 0.0431
Si, 4.7632, 9.0395, 14.7663, -0.01, 0.1575, 0.2044
Si, 16.0086, 8.3675, 19.9234, 0.0959, 0.0111, -0.2592
Si, 7.197, 2.6948, 14.9991, -0.0684, -0.2043, 0.0627
Si, 9.5967, 8.2797, 11.7944, -0.2069, 0.5592, 0.2533
Si, 6.8791, 7.4606, 21.3385, -0.0356, 0.2044, -0.0513
Si, 11.7643, 0.0097, 15.4302, 0.1118, -0.1086, 0.1285
Si, 2.6941, 1.8569, 14.8315, 0.1318, -0.2491, -0.1023
Si, 7.6712, 4.7924, 12.7165, 0.0248, -0.0456, 0.2137
Si, 9.0627, 11.5187, 18.8669, -0.2717, 0.0228, -0.0891
Si, 11.2516, 9.7751, 17.8304, 0.0417, 0.0352, -0.1792
Si, 5.2329, 12.0349, 13.8657, -0.064, 0.0331, 0.2928
Si, 9.7434, 2.0911, 16.8075, -0.0735, -0.0888, 0.0608
Si, 10.7162, 6.8578, 18.6586, -0.0621, -0.0425, -0.2687
Si, 11.3022, 10.8337, 20.545, -0.2667, 0.0755, -0.3803
Si, 6.6405, 10.2848, 20.4137, -0.0648, 0.0914, -0.0348
Si, 10.954, 10.9001, 12.5014, 0.0468, -0.1101, 0.1952
O, 1.6714, 6.7716, 0.6636, -0.2371, -0.2031, 0.3614
O, 0.7782, 12.8721, -2.1794, -0.5125, 0.0285, 0.312
O, 5.8716, 0.1569, -1.0753, 0.0987, -0.3065, 0.5984
O, 1.17, 1.9116, 0.9277, -0.1443, -0.1727, -0.287
O, 4.1062, -1.2047, 0.4548, 0.8993, 0.2807, 0.1192
O, 1.2209, 11.0954, -0.3075, -0.167, 0.3848, -0.021
O, -0.991, 12.5185, -0.2315, 0.0008, 0.0794, -0.2474
O, -0.0948, 11.3515, 1.973, 0.2076, -0.1309, 0.2435
O, 8.4736, 1.1591, 2.5255, -0.8984, -0.5098, -0.4483
O, 4.6138, 9.4503, 11.4885, 0.1194, -0.1093, -0.0797
O, 6.725, 10.4697, 10.2131, 0.1109, -0.0266, 0.1255
O, 4.533, 7.4437, 9.7843, -0.135, 0.0784, 0.033
O, 9.6212, 11.7096, 11.9797, 0.183, 0.0649, -0.3668
O, 9.1368, 11.2773, 9.4184, 0.0525, 0.1228, 0.2095
O, 10.8849, 13.2027, 10.2166, -0.2159, -0.2928, 0.0916
O, 6.8155, 7.6082, 18.0166, -0.1049, -0.3867, 0.0283
O, -1.1903, 3.1799, -1.7115, 0.0374, -0.001, 0.3325
O, 7.3769, 9.0192, 21.1477, -0.1909, -0.2011, -0.0863
O, -0.7111, 7.4639, -1.1041, -0.3822, -0.1436, 0.0719
O, -1.8533, 12.2894, -2.6888, 0.0484, -0.3195, 0.4175
O, 2.0919, 4.2286, -0.0434, -0.1167, 0.1376, 0.1739
O, 3.1277, 4.757, 16.0137, -0.2577, -0.2957, -0.0084
O, 3.0857, 6.2241, -1.49, 0.0029, 0.02, 0.033
O, 7.6625, 6.4959, 20.2932, -0.1047, 0.143, -0.0573
O, 10.5474, 3.381, 17.3876, 0.1581, -0.0168, -0.0933
O, 3.3202, 0.8161, -1.2132, -0.0283, -0.2953, 0.0699
O, 13.6893, -1.1602, 22.4789, -0.0197, 0.1046, -0.2211
O, 4.9416, 8.6788, 16.3338, 0.0447, -0.2574, -0.1327
O, 1.8565, 13.9024, 10.7578, -0.3053, -0.0202, -0.37
O, 15.7635, 7.5586, 18.5349, 0.32, 0.0564, 0.1308
O, 7.5994, 11.0614, 19.3739, 0.2575, -0.1098, 0.0544
O, 10.055, 11.8047, 20.1259, 0.1331, -0.3078, -0.1098
O, 5.6716, 11.7221, 12.3312, -0.0797, -0.2202, -0.1578
O, 1.9063, 5.1037, 10.9584, -0.1118, 0.256, -0.3744
O, 0.7257, 11.5767, 11.7711, -0.2765, 0.2263, -0.0963
O, 3.3344, 8.4112, 14.2155, 0.1431, -0.1995, -0.228
O, 6.906, 6.033, 9.1534, 0.043, -0.1574, 0.2623
O, 6.2878, 3.6029, 15.9959, 0.0345, 0.0657, 0.0335
O, 4.1515, 6.8978, 12.3193, 0.0785, 0.1284, -0.0986
O, 8.556, 8.3047, 13.0786, 0.0769, -0.1344, -0.4326
O, 11.6548, 5.6037, 18.2831, -0.0823, -0.0187, -0.0855
O, 6.6773, 4.6134, 11.4297, 0.1319, 0.1038, -0.2214
O, 10.8207, 9.3216, 12.1212, -0.2379, 0.0167, -0.0234
O, 8.3107, 13.5405, 10.4246, 0.2079, 0.388, -0.2507
O, 9.2444, 5.0503, 12.3202, -0.0418, 0.2856, 0.1132
O, 7.4977, 3.475, 13.6224, 0.0231, 0.1351, -0.0969
O, 2.169, 5.9508, 13.937, 0.0879, -0.1057, 0.0811
O, 4.5442, 3.8746, 17.9629, -0.0788, 0.0868, -0.3738
O, 8.8618, 8.8673, 10.4749, -0.0651, 0.2067, 0.1581
O, 4.4003, 11.6424, 9.9865, -0.218, -0.0593, -0.4409
O, 13.2496, 3.5938, 17.8684, 0.0447, 0.1014, -0.2906
O, 3.0586, 8.7605, 20.5803, -0.0152, 0.0358, 0.3868
O, 10.8648, 1.136, 16.1475, -0.0053, -0.0486, -0.0072
O, 1.6398, 0.6394, 14.9726, -0.0916, 0.1445, 0.029
O, 8.9464, 1.3432, 18.0106, 0.2309, -0.0432, -0.1358
O, 0.5329, 4.8059, 15.7628, 0.2513, -0.1446, 0.1366
O, 4.8311, 10.6528, 14.6331, 0.048, -0.031, -0.2722
O, 6.4264, 1.2931, 14.6476, -0.0776, 0.1606, -0.1246
O, 6.5147, 7.6391, 11.5735, -0.1157, 0.0319, 0.1201
O, 11.2451, 8.1585, 17.8347, -0.1353, 0.0075, 0.25
O, 7.1779, 6.0734, 13.6101, 0.1037, -0.0076, -0.449
O, 10.7659, 7.0865, 20.2592, 0.0276, 0.2055, 0.0969
O, 12.046, 10.3368, 19.1487, -0.3791, -0.0188, 0.2401
O, 2.0782, 10.6492, -2.8052, 0.0184, 0.0993, 0.2362
O, 16.8299, 7.4321, 20.9731, 0.1729, 0.1335, -0.0876
O, 1.6697, 7.5941, 12.0727, 0.2362, -0.3509, -0.1549
O, 10.6311, 9.524, 21.283, 0.17, -0.0533, -0.0153
O, 5.3382, 9.7185, 19.6161, 0.0227, -0.2884, 0.2703
O, 6.0836, 8.4363, 14.0496, -0.02, -0.1231, -0.2633
O, 6.1632, 6.698, -1.4564, 0.222, -0.1037, 0.3151
O, 9.2065, 6.5021, 18.1749, 0.0759, 0.0374, 0.2181
O, 3.2955, 2.1499, 16.3264, -0.146, 0.3468, -0.0623
O, 5.3367, 6.0413, 16.5764, 0.1086, -0.1114, 0.246
O, 12.5931, 7.9439, 21.9965, -0.0205, 0.1572, -0.0454
O, 2.003, 3.219, 14.2231, 0.0608, 0.1509, 0.298
O, 7.1691, 4.6035, -0.1557, 0.5435, -0.044, 0.5589
O, 3.8984, 1.421, 13.8438, -0.0231, -0.0108, 0.1296
O, 11.964, 10.3096, 16.4707, -0.2142, 0.1886, 0.0685
O, 11.0285, -0.5359, 14.1032, 0.0784, 0.0827, -0.1965
O, 8.6324, 2.4383, 15.6951, -0.0244, 0.0758, 0.0496
O, 9.713, 10.3347, 17.9395, 0.2294, 0.0932, 0.1745
O, 7.0322, 4.9401, 18.2154, -0.1702, 0.2213, -0.1209

Results
free energy: -49704.618 eV
free energy less fixed offsets of O -463.61, Si -117.95 eV per atom: -11.548 eV
pressure: -2.32 GPa
stress xx, yy, zz, yz, xz, xy (GPa, positive in tension): 1.98, 3.42, 1.55, -0.17, -0.22, 0.57
